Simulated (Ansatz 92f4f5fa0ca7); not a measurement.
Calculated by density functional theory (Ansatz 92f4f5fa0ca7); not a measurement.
Periodic cell of 222 atoms, Si134O80N8, from a study of silicon, its oxide and their interface. The atomic structure is a simulated model.
Doubt: the cutoff is far below the 930 eV that the study's wrapper takes by default for these files, so forces and energies are approximate.
This geometry differs little from another in the collection (a relaxation step or a small displacement).

Settings
functional: PBE
potential files: Ansatz PAW
basis: plane waves
wave-function cutoff: 580 eV
density cutoff ratio: 5
exchange-correlation grid ratio: 1
k mesh: 1 x 1 x 1, Gamma-centred
self-consistency stop: 5e-08 eV per atom in the density residual
occupations: fixed
spin: none
net charge: 0

Cell vectors (angstrom)
a, 10.938, 0, 0
b, 0, 10.938, 0
c, 0, 0, 31.7393

Atoms: element, x, y, z (angstrom)
Si, 0.2751, -0.5133, 24.2337
Si, 5.7728, -0.1935, 24.1972
Si, 2.6837, 2.9847, 24.3695
Si, 8.1, 3.2937, 24.0624
Si, 0.3071, 5.1069, 24.4722
Si, 6.1008, 5.3645, 24.1603
Si, 2.4337, 8.0381, 24.2484
Si, 8.0994, 8.5606, 24.1926
Si, 1.4187, 1.2912, 25.463
Si, 6.8548, 1.5436, 25.4655
Si, 4.3796, 4.1325, 25.5761
Si, 9.6407, 3.9758, 25.6715
Si, 1.3585, 6.7219, 25.8119
Si, 6.9472, 6.9801, 25.5671
Si, 4.1641, 9.4194, 25.4118
Si, 9.5978, 9.5841, 25.6915
Si, 2.7934, -0.0877, 26.8515
Si, 8.1942, 0.1003, 26.913
Si, 0.0771, 2.6043, 26.9632
Si, 5.5003, 2.691, 26.9922
Si, 2.8755, 5.4018, 26.9836
Si, 8.2337, 5.4601, 26.9228
Si, -0.015, 8.1763, 27.0328
Si, 5.4803, 8.1976, 26.9457
Si, 4.1018, 1.3673, 28.3211
Si, 9.5708, 1.3673, 28.3211
Si, 1.3673, 4.1018, 28.3211
Si, 6.8362, 4.1018, 28.3211
Si, 4.1018, 6.8362, 28.3211
Si, 9.5708, 6.8362, 28.3211
Si, 1.3673, 9.5708, 28.3211
Si, 6.8362, 9.5708, 28.3211
Si, 0, 0, 29.6883
Si, 5.469, 0, 29.6883
Si, 2.7345, 2.7345, 29.6883
Si, 8.2035, 2.7345, 29.6883
Si, 0, 5.469, 29.6883
Si, 5.469, 5.469, 29.6883
Si, 2.7345, 8.2035, 29.6883
Si, 8.2035, 8.2035, 29.6883
Si, 1.3673, 1.3673, 31.0556
Si, 6.8362, 1.3673, 31.0556
Si, 4.1018, 4.1018, 31.0556
Si, 9.5708, 4.1018, 31.0556
Si, 1.3673, 6.8362, 31.0556
Si, 6.8362, 6.8362, 31.0556
Si, 4.1018, 9.5708, 31.0556
Si, 9.5708, 9.5708, 31.0556
Si, 2.7345, 0, 0.6835
Si, 8.2035, 0, 0.6835
Si, 0, 2.7345, 0.6835
Si, 5.469, 2.7345, 0.6835
Si, 2.7345, 5.469, 0.6835
Si, 8.2035, 5.469, 0.6835
Si, 0, 8.2035, 0.6835
Si, 5.469, 8.2035, 0.6835
Si, 4.1018, 1.3673, 2.0507
Si, 9.5708, 1.3673, 2.0507
Si, 1.3673, 4.1018, 2.0507
Si, 6.8362, 4.1018, 2.0507
Si, 4.1018, 6.8362, 2.0507
Si, 9.5708, 6.8362, 2.0507
Si, 1.3673, 9.5708, 2.0507
Si, 6.8362, 9.5708, 2.0507
Si, 0, 0, 3.418
Si, 5.469, 0, 3.418
Si, 2.7345, 2.7345, 3.418
Si, 8.2035, 2.7345, 3.418
Si, 0, 5.469, 3.418
Si, 5.469, 5.469, 3.418
Si, 2.7345, 8.2035, 3.418
Si, 8.2035, 8.2035, 3.418
Si, 1.3027, 1.4077, 4.717
Si, 6.7901, 1.4086, 4.8604
Si, 4.1494, 4.1177, 4.8079
Si, 9.529, 4.1552, 4.7406
Si, 1.3643, 6.8184, 4.757
Si, 6.7126, 6.8987, 4.8409
Si, 4.0802, 9.5921, 4.8212
Si, 9.5153, 9.64, 4.7498
Si, 2.6585, 0.0842, 6.0625
Si, 8.1972, 0.0461, 6.2248
Si, -0.0607, 2.7678, 6.0608
Si, 5.4064, 2.7679, 6.3258
Si, 2.8065, 5.5245, 6.1389
Si, 8.1148, 5.4765, 6.0963
Si, -0.0839, 8.1975, 5.9977
Si, 5.3061, 8.2235, 6.3723
Si, 3.7334, 1.5576, 7.5493
Si, 9.3307, 1.7314, 7.5015
Si, 1.5928, 3.9027, 7.2573
Si, 7.0394, 4.0043, 7.5904
Si, 3.5418, 7.1827, 7.7778
Si, 9.268, 7.0886, 7.3134
Si, 1.3561, 9.4957, 7.2526
Si, 7.018, 9.3773, 7.5104
N, 7.753, 4.9919, 23.4594
O, 1.5342, 9.3924, 23.9686
N, 10.0293, 1.4645, 9.0841
N, 3.1012, 6.2614, 12.2209
O, 9.0568, 3.1958, 13.9147
O, 8.099, 8.1594, 7.6914
O, 1.526, 4.091, 23.9627
O, 9.8326, 4.2536, 9.8444
O, 2.4538, 8.4054, 7.7816
O, 6.6987, 9.8503, 9.0715
O, 9.8071, 6.6247, 8.7888
O, 6.7573, 4.7392, 9.0735
O, 0.9119, 4.9504, 8.3424
O, 7.9999, 3.4831, 20.2526
N, 5.6935, 2.9236, 21.7644
O, 3.2822, 2.3882, 22.962
O, 10.3949, -0.7051, 22.7891
O, 9.4741, 11.7749, 19.189
N, 8.8584, 7.8987, 22.7412
N, -0.3143, 5.7368, 22.981
Si, 0.2743, 7.4082, 11.8657
Si, -3.2118, 9.907, 10.3479
Si, 7.7294, 5.0714, 20.0151
Si, 6.5966, 0.2993, 16.5475
Si, 8.9541, 6.1047, 22.5847
Si, 3.9544, 11.5092, 10.4307
Si, 6.4716, 1.4249, 11.5128
Si, 6.3315, 9.1851, 18.324
Si, 13.3435, 12.2391, 19.7287
Si, -2.671, 8.1409, 12.6445
Si, 2.0919, 6.387, 13.6456
Si, 1.6446, 10.2829, 11.7596
Si, 6.5482, 6.2135, 17.6324
Si, 0.2762, -0.8638, 16.4037
Si, 12.5655, 12.1211, 14.3305
Si, 9.9841, 2.0651, 13.2086
Si, 13.4746, -2.7596, 16.0439
Si, 3.1672, 3.8168, 14.6877
Si, 19.6698, 10.58, 14.6443
Si, 5.1824, 4.5766, 21.5022
Si, 7.3284, 13.4094, 21.3498
Si, 10.3304, 2.7369, 10.2302
Si, 4.4551, 1.7094, 22.0548
Si, 10.6912, 10.7162, 19.4696
Si, 15.4913, 5.4542, 12.6794
Si, 2.4559, 3.041, 9.8952
Si, 10.0885, 8.8877, 21.8594
Si, 3.5947, 5.4277, 17.322
Si, 10.799, 5.53, 9.4382
Si, 0.9868, 6.4643, 22.0363
Si, -4.3948, 4.2379, 10.6221
Si, 7.625, 14.4807, 13.2215
Si, 7.88, 11.4185, 19.2229
Si, 14.915, -0.2598, 17.4821
Si, 10.5249, -0.1046, 9.6177
Si, -8.3323, 6.0587, 10.5687
Si, 6.7413, 6.0912, 14.4659
Si, 13.297, 4.4315, 19.9922
O, 9.6895, 2.2792, 11.6347
O, 3.7419, 4.4855, 20.8151
O, 2.009, 11.0061, 13.1824
O, 14.2645, -1.3872, 16.4766
O, 4.8525, -1.0845, 18.6182
O, 1.9035, 2.8681, 19.788
O, 14.0147, 6.938, 16.9558
O, 7.3428, 8.7103, 11.407
O, 5.0681, 5.4829, 22.8693
O, 4.9914, 11.5877, 16.5329
O, 0.5719, 2.2482, 13.6821
O, 3.6723, 4.2818, 16.1626
O, -1.361, 11.493, 13.6163
O, 6.8777, 6.4812, 16.0463
O, 6.785, 2.1474, 12.944
O, 7.7689, 5.4323, 18.4161
N, 2.5691, 2.7334, 8.1869
O, 0.393, 11.0395, 11.0268
O, 3.6897, 12.0748, 20.7285
O, 11.8928, 8.6068, 16.1284
O, 0.3633, -3.0809, 21.4791
O, 6.9663, 9.6904, 23.7312
O, 9.2722, 9.8047, 9.8053
O, 6.7092, -1.3286, 16.7842
O, 3.3043, 2.0091, 10.8006
O, 2.7329, 7.6169, 14.5229
O, 5.4006, 5.1736, 11.3183
O, -2.8047, 2.8056, 7.8506
O, 12.9301, 4.9275, 14.3922
O, 4.3004, 0.6348, 8.8247
O, -1.2956, -3.1733, 11.8506
O, 7.6809, 11.3739, 11.0686
O, 2.3093, 6.9935, 22.9183
O, 7.2392, 1.0376, 20.61
O, -9.9678, 13.8509, 10.492
O, 7.4586, 11.4674, 15.1897
O, 6.9278, 4.4766, 14.3461
O, 2.5651, 4.993, 18.4915
O, 3.5147, 6.8355, 9.4081
O, 4.2386, 4.027, 13.4579
O, 8.3039, 2.3847, 22.6807
O, 1.0784, 0.3686, 15.6456
O, 11.5335, -0.76, 8.5314
N, 0.857, 6.3654, 10.5864
O, 12.0176, 0.4359, 20.1802
O, 12.1503, 8.7376, 11.9152
O, 8.7859, 5.8962, 20.9481
O, 6.356, 7.5973, 18.4584
O, 5.1429, 5.4306, 17.8242
O, 7.8018, 6.8255, 13.4726
O, 6.1876, 2.6406, 10.4425
O, 2.9387, 10.2879, 10.7662
O, 6.216, 5.379, 20.5421
O, 13.7595, 13.1548, 14.758
O, 5.192, 11.3551, 11.4725
O, 9.6695, -0.8406, 15.8861
O, 5.1194, 11.3635, 22.8128
O, -3.1949, 4.3081, 11.7554
O, 13.8632, 11.6716, 18.2597
O, 8.3022, 9.2865, 13.7869
O, 5.2803, 6.4186, 13.8042
O, 7.4709, 9.8302, 19.2883
O, 7.2382, 12.0374, 17.8378
O, 11.2115, 10.1975, 18.0191
O, 9.9464, -1.3636, 20.3765
O, 2.9781, 4.5209, 10.2021
O, 1.3521, 5.4167, 20.8297
O, 11.4731, 6.6754, 13.2941

Results
free energy: -133764.169 eV
free energy less fixed offsets of N -385.13, O -568.88, Si -635.61 eV per atom: -0.989 eV

Forces (eV/angstrom), in the order of the atoms: element, x, y, z
Si, -0.0027, -0.0039, 0.018
Si, 0.0036, -0.0033, 0.0012
Si, 0.003, 0.0006, 0.0064
Si, -0.0154, 0.0023, -0.0026
Si, -0.0089, -0.0014, 0.0232
Si, -0.0017, -0.0142, -0.0091
Si, 0.0061, -0.0012, 0.0036
Si, 0.0029, -0.0008, -0.0031
Si, 0.0006, -0.0082, -0.0091
Si, 0.0089, -0.0012, -0.0001
Si, -0.0036, 0.0082, 0.0001
Si, 0.0162, 0.0016, -0.0103
Si, -0.0016, -0.0054, -0.0056
Si, -0.0053, 0.009, 0.003
Si, -0.0023, -0.0059, -0.0055
Si, 0.0053, 0.0015, -0.0042
Si, -0.0016, 0.0027, 0.0037
Si, -0.0077, -0.0031, 0.0002
Si, -0.013, -0.0026, 0.0042
Si, -0.0025, -0.0041, 0.0026
Si, -0.0042, -0.0054, -0.0023
Si, 0.0038, 0.0045, 0.0109
Si, 0.0005, 0.0044, -0.0039
Si, -0.003, -0.0058, 0.0033
Si, -0.1996, -0.5087, -0.2199
Si, 0.0718, -0.1331, 0.3301
Si, 0.3993, -0.4056, -0.1891
Si, 0.1565, 0.0926, -0.0326
Si, 0.3288, 0.0922, 0.327
Si, -0.2678, -0.3553, 0.4227
Si, 0.2327, 0.0611, -0.1233
Si, -0.0202, 0.4078, -0.3225
Si, -0.0468, 0.0226, -0.0111
Si, -0.0329, -0.0096, 0.0021
Si, -0.1516, -0.0218, 0.0121
Si, 0.1128, 0.1547, -0.0119
Si, -0.069, 0.0727, -0.0517
Si, 0.0353, 0.0994, 0.016
Si, -0.0144, 0.0581, -0.0254
Si, 0.0394, -0.01, -0.0314
Si, -0.0031, -0.007, 0.0008
Si, -0.0078, -0.0159, -0.0236
Si, 0.0447, -0.0369, -0.0202
Si, 0.0701, -0.0764, -0.0036
Si, 0.0413, -0.0364, -0.0236
Si, -0.0493, 0.0074, -0.0018
Si, 0.0253, -0.0435, -0.0035
Si, 0.0855, -0.0398, -0.0198
Si, -0.0334, 0.0022, 0.0118
Si, -0.0094, 0.03, 0.0005
Si, -0.0166, 0.027, 0.0233
Si, -0.0077, 0.0519, 0.0284
Si, -0.0691, 0.0352, 0.0076
Si, 0.0488, 0.0476, -0.0059
Si, -0.0684, 0.0438, 0.0181
Si, -0.0384, 0.0226, 0.023
Si, 0, -0.0333, 0.0524
Si, 0.0148, -0.0859, -0.0145
Si, 0.0295, 0.0008, -0.0229
Si, 0.0494, 0.0277, 0.0082
Si, -0.0085, -0.0659, 0.0082
Si, 0.07, -0.0642, 0.0583
Si, 0.002, -0.0328, 0.0222
Si, 0.0345, -0.0493, -0.0084
Si, -0.2225, 0.0046, -0.5109
Si, 0.0988, 0.0255, 0.3637
Si, 0.0848, 0.3813, 0.0388
Si, -0.2881, -0.0657, 0.1229
Si, 0.0245, 0.021, -0.3554
Si, 0.0848, 0.1155, -0.0817
Si, 0.0336, 0.0833, 0.0715
Si, -0.565, 0.1501, 0.2153
Si, 0.0005, -0.0023, 0.0034
Si, 0.0006, -0.0007, -0.0017
Si, 0.0063, 0.0014, 0.0043
Si, 0.0019, -0.0023, 0.001
Si, 0.0032, 0, 0.0022
Si, 0.0017, -0.0044, 0.0001
Si, 0.0012, 0.0043, 0.0016
Si, 0.0045, -0.0017, 0.0027
Si, 0.0012, 0.001, -0.0029
Si, -0.0063, -0.005, -0.0062
Si, 0.0021, 0.0019, -0.0055
Si, -0.0099, 0.0013, -0.0071
Si, -0.0041, -0.0064, -0.0109
Si, -0.0051, 0.0027, -0.0036
Si, 0.0042, 0.0038, -0.0032
Si, -0.0038, -0.0013, -0.0011
Si, -0.0092, 0.0067, -0.002
Si, 0.0079, 0.0011, 0.001
Si, 0.0112, -0.0079, 0.0025
Si, 0.0061, -0.0036, -0.0006
Si, 0.0076, 0.0047, -0.0086
Si, 0.0013, -0.0049, 0.0005
Si, 0.0005, -0.0047, -0.0083
Si, -0.0044, -0.0029, -0.0021
N, 0.0105, 0.0046, 0.0011
O, 0.0018, 0.0092, -0.0055
N, 0.003, -0.0009, 0.0096
N, -0.0009, -0.0007, 0.0021
O, -0.0001, -0.0004, 0.0003
O, -0.0003, 0.001, 0.0002
O, 0.0008, -0.0004, -0.0046
O, -0.0017, -0.0014, 0.0018
O, -0.0004, 0.0111, 0.004
O, 0.0008, 0.0015, 0.0049
O, 0.0005, 0, 0.0025
O, -0.0005, 0.0015, 0.0078
O, -0.0059, 0.0032, 0.0062
O, -0.0003, -0.0006, -0.0019
N, -0.0015, -0.0008, -0.0041
O, 0.0009, -0.0034, -0.0058
O, -0.0037, -0.0018, -0.0101
O, 0.0011, -0.002, -0.0016
N, 0.0028, 0.0062, -0.0035
N, 0.0019, 0.0035, -0.0111
Si, 0.0008, 0.0002, -0.0031
Si, -0.0019, -0.0001, -0.0026
Si, 0, 0.0018, 0.0042
Si, -0.0001, -0.0005, 0.0004
Si, -0.0061, -0.0027, 0.0045
Si, -0.001, 0.0011, -0.0045
Si, -0.0005, -0.0005, -0.0019
Si, -0.0001, -0.0006, 0.0018
Si, 0.0007, 0.0003, 0.004
Si, -0.0006, 0, -0.0022
Si, 0.0002, -0.0001, -0.0012
Si, -0.0002, 0.0005, -0.0026
Si, -0.0013, 0.0006, 0.003
Si, -0.0006, -0.001, 0.0016
Si, 0.0002, -0.0002, -0.0009
Si, -0.0003, -0.0005, -0.0017
Si, -0.0001, -0.0002, 0.0005
Si, 0.0007, -0.0002, 0.0002
Si, -0.001, -0.0011, -0.0006
Si, -0.0017, 0.0027, 0.0053
Si, -0.0001, 0.002, 0.0059
Si, 0.0028, -0.0014, -0.0057
Si, 0.0037, 0.001, 0.0004
Si, -0.0019, -0.0007, 0.0022
Si, 0.0005, -0.0005, -0.0024
Si, 0.0006, -0.0016, -0.0136
Si, 0.0019, -0.0019, 0.0034
Si, 0.0013, -0.0009, 0.0018
Si, 0.0037, 0.0003, -0.0074
Si, 0.0016, 0, 0.0012
Si, 0.0002, 0.0011, -0.0042
Si, -0.0002, 0.0003, -0.0013
Si, -0.0005, -0.0001, 0.0028
Si, 0, -0.0001, 0.0013
Si, -0.0004, 0.0016, -0.006
Si, 0.0069, 0.0019, -0.0086
Si, -0.0004, -0.0005, 0
Si, 0.0023, 0.0006, 0.0043
O, -0.0007, -0.0003, 0.0021
O, -0.0008, 0.0001, -0.0025
O, -0.0002, -0.0003, 0.0008
O, -0.0007, -0.0005, -0.0008
O, -0.0005, 0.0001, -0.0017
O, 0.0009, 0.0004, -0.0019
O, -0.0004, 0.0001, -0.0014
O, 0.0006, -0.0011, 0.0015
O, -0.0006, -0.0008, -0.0031
O, -0.0007, -0.0004, -0.0007
O, -0.0003, -0.0004, 0.0002
O, -0.0008, 0.0001, -0.0008
O, -0.0003, -0.0005, 0.0002
O, -0.0004, 0.0001, -0.0001
O, -0.0002, -0.0004, 0.0006
O, -0.0012, 0.0006, -0.0008
N, -0.0028, -0.0006, 0.0066
O, 0.0006, -0.0002, 0.0027
O, -0.0021, -0.0005, -0.0027
O, -0.0003, 0.0005, -0.0005
O, -0.0013, 0.001, -0.0018
O, -0.0014, 0.0012, -0.0006
O, -0.0007, -0.0004, 0.001
O, -0.0006, 0.0001, -0.0011
O, 0.0001, -0.0005, 0.0016
O, -0.0003, -0.0007, -0.0002
O, -0.0002, -0.0002, 0.0015
O, -0.008, 0.007, 0.0007
O, 0, 0, -0.0008
O, 0.0027, -0.0028, 0.0045
O, 0.0005, -0.0003, 0.0008
O, -0.0001, 0.0007, 0.0011
O, -0.0033, -0.003, -0.0039
O, 0.0003, -0.0015, -0.003
O, -0.0029, -0.0002, 0.0012
O, 0.0009, -0.0009, -0.0012
O, -0.0001, 0, 0.0001
O, 0.0007, -0.0008, -0.0008
O, -0.0093, -0.005, 0.0208
O, -0.0011, -0.0001, 0.0006
O, 0.0008, -0.0008, -0.0045
O, -0.0004, -0.0005, -0.0004
O, -0.0034, 0.0007, 0.0054
N, -0.0027, -0.0002, 0.0034
O, -0.0001, 0.0005, -0.0025
O, -0.0006, -0.0006, 0.0009
O, -0.0015, -0.0013, -0.0058
O, -0.0001, -0.0028, -0.0028
O, -0.0003, 0.0009, -0.0024
O, -0.0001, -0.0005, 0
O, 0.0001, -0.0008, 0.001
O, -0.0003, -0.0007, 0.0015
O, 0.0008, -0.0015, -0.0036
O, -0.0005, -0.0003, -0.0003
O, 0.0006, 0.0001, 0.0013
O, 0.0001, -0.0003, -0.001
O, -0.0029, 0.002, -0.0033
O, -0.0002, -0.0006, 0.0011
O, -0.0003, -0.0005, -0.0016
O, 0.0007, 0.0009, 0.0008
O, -0.0003, -0.0004, -0.0001
O, -0.0002, 0, -0.0018
O, -0.0003, -0.0003, -0.0014
O, -0.001, 0.0001, -0.0017
O, 0.0001, 0.002, -0.0048
O, -0.0011, 0.0017, 0.0026
O, 0.0001, -0.0011, -0.003
O, -0.0005, -0.0004, 0.0005

The program warned: the cutoff lies below the one the program advises for these potential files; the forces do not sum to zero within the program's tolerance; the exchange-correlation potential is rough where the density is thin.
